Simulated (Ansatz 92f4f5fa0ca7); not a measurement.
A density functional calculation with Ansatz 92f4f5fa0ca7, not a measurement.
Periodic cell of 223 atoms, Si132O90B1, from a study of silicon, its oxide and their interface. The atomic structure is a simulated model.
Doubt: the cutoff is far below the 930 eV that the study's wrapper takes by default for these files, so forces and energies are approximate.
This geometry differs little from another in the collection (a relaxation step or a small displacement).

Settings: functional PBE; potential files Ansatz PAW; basis plane waves; wave-function cutoff 580 eV; density cutoff ratio 5; exchange-correlation grid ratio 1; k mesh 1 x 1 x 1, Gamma-centred; self-consistency stop 5e-08 eV per atom in the density residual; occupations fixed; spin none; net charge -1 e, with a uniform compensating background and no finite-size correction.

Cell vectors (angstrom)
a 10.938 0 0
b 0 10.938 0
c 0 0 32.1988

Atoms and the computed forces on them: element, x, y, z (angstrom), force x, y, z (eV/angstrom)
Si 10.5814 0.2218 24.8836 0.0017 -0.0005 -0.0117
Si 5.7389 10.6748 24.7603 -0.0022 -0.0014 -0.0107
Si 2.4803 2.9111 24.6557 0.0004 -0.0007 -0.0116
Si 8.4234 2.4617 24.8477 -0.0001 0.0016 -0.01
Si 0.277 5.1615 24.7725 -0.0019 0 -0.01
Si 5.1515 5.7467 24.7026 0.0028 -0.0001 -0.0088
Si 2.9309 8.0039 24.6141 0.0014 0.0018 -0.0119
Si 7.9374 8.4325 24.7534 -0.0009 -0.002 -0.0107
Si 1.328 1.3771 26.0511 0.0012 -0.002 0.0039
Si 6.8455 1.3022 26.144 -0.0009 0.0014 0.0027
Si 4.044 4.1008 26.0055 0.0018 -0.0016 0.0024
Si 9.607 4.0565 26.1039 -0.0013 0.0015 0.0029
Si 1.3971 6.821 26.0207 -0.0013 0.0011 0.0024
Si 6.7642 6.8477 26.0431 0.0007 -0.0015 0.0032
Si 4.1 9.5305 26.0149 -0.0009 0.0014 0.0032
Si 9.4609 9.5664 26.1702 0.0023 -0.0013 0.0033
Si 2.7226 -0.0144 27.366 0.0001 -0.0002 0.0049
Si 8.1559 -0.0286 27.5925 0.0013 0.0009 -0.0089
Si 0.0069 2.709 27.5094 -0.001 -0.0012 -0.0074
Si 5.4362 2.7356 27.389 -0.0012 0.0018 0.0046
Si 2.7258 5.4581 27.4557 -0.0002 -0.0015 -0.002
Si 8.1799 5.4647 27.3757 -0.0005 0.0008 0.0043
Si -0.0116 8.1744 27.396 -0.0003 0.0008 0.0046
Si 5.4353 8.1925 27.4712 0.002 0.0016 -0.0049
Si 4.0744 1.3561 28.7703 -0.0016 -0.0013 -0.0041
Si 9.5777 1.3494 28.8789 0.0016 0.0017 0.0102
Si 1.3611 4.0972 28.8422 0.0002 0.0044 0.0077
Si 6.8251 4.0943 28.7673 0.0009 0.0003 -0.0044
Si 4.0956 6.811 28.834 -0.0003 0 0.0061
Si 9.5477 6.8171 28.7752 -0.0013 -0.0025 -0.0037
Si 1.3603 9.5586 28.7614 0.002 0.0006 -0.0047
Si 6.7774 9.5335 28.8942 -0.0076 -0.0037 0.0107
Si 0.0205 -0.0335 30.1992 -0.001 -0.0011 -0.001
Si 5.4157 0.0028 30.2002 0.0021 -0.0012 -0.0012
Si 2.7319 2.714 30.1855 0.0021 0.0001 -0.001
Si 8.1873 2.7442 30.1786 -0.0012 0.0005 -0.0002
Si -0.0318 5.4603 30.1724 0.0013 -0.0008 -0.001
Si 5.4803 5.4465 30.1847 -0.0012 -0.0015 -0.0011
Si 2.7166 8.2039 30.1589 -0.001 -0.0009 0.0002
Si 8.1977 8.1635 30.2001 0.0012 0.0018 -0.002
Si 1.381 1.3416 31.5774 -0.0011 0.0009 0
Si 6.8194 1.3697 31.5344 0.0008 -0.0004 0.0003
Si 4.1101 4.0776 31.5498 -0.0006 0.0018 0.0003
Si 9.5558 4.0982 31.5648 0.0008 -0.0008 -0.0013
Si 1.344 6.8395 31.513 0.0015 -0.0004 0.0002
Si 6.8444 6.7951 31.5856 -0.0007 0.0002 -0.0004
Si 4.0628 9.5599 31.5692 0.0004 0.0004 -0.0014
Si 9.5683 9.5475 31.5555 -0.0028 0.0005 0.0018
Si 2.7339 -0.0167 0.7864 0.0019 -0.0023 -0.001
Si 8.1869 -0.0003 0.7 0.001 -0.0014 0.0001
Si -0.013 2.7141 0.7249 -0.0012 0.0026 0.0013
Si 5.4764 2.7182 0.7359 -0.0008 0.0002 -0.0018
Si 2.7245 5.4811 0.6725 0.0003 -0.0008 0.0006
Si 8.2073 5.4349 0.7851 0.0002 -0.0008 -0.0015
Si 0.0015 8.1793 0.7195 0.0018 0.0004 -0.0019
Si 5.4641 8.1968 0.7216 -0.0012 0.0003 0.0011
Si 4.1556 1.3447 2.1341 0.0015 0.0003 0.0033
Si 9.5468 1.345 2.096 -0.0033 -0.0029 -0.0026
Si 1.3743 4.1179 2.0435 0.0018 -0.0001 0.0014
Si 6.8458 4.036 2.1471 0.0013 0.001 0.0017
Si 4.0939 6.815 2.0749 0.0001 -0.0011 -0.0006
Si 9.5784 6.8471 2.1159 -0.0036 0.0017 0.0023
Si 1.3411 9.5341 2.1196 -0.0037 0.0011 -0.0005
Si 6.8185 9.5907 2.085 0.0042 0.0005 0.0031
Si -0.0703 -0.0595 3.4611 -0.0078 -0.0092 0.0013
Si 5.5415 0.0138 3.5663 -0.0025 -0.0049 0.0008
Si 2.7725 2.777 3.3921 0.0074 0.011 -0.0142
Si 8.1645 2.62 3.5526 -0.0005 -0.0019 0.0021
Si 0.0197 5.4587 3.4512 0.0085 -0.0024 0.0031
Si 5.4685 5.4507 3.4443 -0.0068 -0.0065 -0.0011
Si 2.7604 8.1939 3.4705 0.0027 0.0018 0.0054
Si 8.2147 8.2685 3.4399 -0.0072 0.0004 0.0045
Si 1.3624 1.3888 4.6339 -0.0114 -0.0035 0.0082
Si 7.0044 1.1535 5.1199 0.0279 -0.0204 0.0085
Si 4.1674 4.0469 4.8468 0.0024 0.0006 -0.0024
Si 9.5677 4.0679 4.7734 -0.0063 -0.0035 0.0001
Si 1.4073 6.8129 4.8269 -0.0002 -0.0054 -0.0069
Si 6.8109 6.9029 4.7354 0.0165 0.0113 0.0065
Si 4.1236 9.57 4.8638 0.0079 -0.008 0.0002
Si 9.4013 9.673 4.9525 0.023 -0.0151 -0.0385
Si 2.7098 0.1021 6.0652 0.0049 -0.0049 -0.0007
B 8.2354 -0.1118 6.288 -0.0539 0.0336 -0.0141
Si -0.0544 2.5987 6.056 0.0075 0.0089 -0.01
Si 5.5149 2.6525 6.3247 -0.0021 0.0043 0.0068
Si 2.8018 5.4537 6.207 -0.0006 0.0006 0.0025
Si 8.1651 5.487 6.0374 0.0022 0.0048 -0.0055
Si -0.0276 8.1923 6.1024 0.0003 -0.0011 0.0134
Si 5.571 8.282 6.2488 -0.0166 0.0012 -0.0214
Si 3.7936 1.5696 7.6084 0.0053 0.0038 0.0212
Si 9.6311 0.9581 7.2975 -0.0334 -0.0098 0.0169
Si 1.5559 3.7607 7.3065 -0.0038 0.0113 -0.004
Si 6.6429 4.4166 7.4677 -0.0007 -0.0045 0.0128
Si 4.4302 6.6634 7.5282 0.0014 0.0012 0.0081
Si 9.3557 6.981 7.389 0.0058 -0.0193 -0.0413
Si 1.0787 9.8972 7.2668 -0.0017 -0.0021 0.0242
Si 7.3041 9.4167 7.525 0.0033 0.029 0.0145
O 8.3143 8.1474 7.8398 0.0035 0.0172 0.0321
O 2.6718 2.7338 7.9657 0.01 -0.0034 -0.0143
O 9.5161 1.3468 24.281 -0.001 0 0.0048
O 4.0461 6.8604 24.1299 -0.0019 0.0003 0.0047
O -0.085 -0.0348 7.8808 0.0137 0.0001 -0.0125
O 5.5245 5.517 8.0322 -0.0095 -0.0062 -0.0038
O 6.8472 9.5635 24.2074 0.0009 0.0011 0.0045
O 1.3685 4.0532 24.1748 0.0008 0 0.0047
O 3.875 7.4416 8.9066 -0.0072 0.0019 -0.0033
O 0.717 4.359 8.5821 0.0077 -0.0275 -0.0016
O 9.8024 6.2555 8.8182 -0.0089 -0.0037 0.0062
O 2.0183 9.3846 8.5182 -0.0034 -0.0018 -0.0124
O 7.543 3.9552 8.7811 0.0013 -0.0011 -0.0023
O 4.1793 0.9138 9.096 -0.0026 -0.0017 -0.0095
O 6.8488 9.6896 9.1304 -0.003 -0.0005 -0.0145
O 9.0693 1.7399 8.6611 0.0099 -0.0002 -0.0023
O 7.7117 3.149 23.5332 0.0032 -0.0029 0.0063
O 10.5051 5.8401 23.4553 0.0027 -0.0029 0.0058
O 5.0987 0.4334 23.4133 0.0025 -0.0024 0.0064
O 5.8636 5.0925 23.3645 -0.0024 0.0027 0.0042
O 3.1095 2.2054 23.2829 -0.0035 0.0029 0.006
O 2.2901 8.7218 23.2414 0.0034 -0.0032 0.006
O 8.6206 7.7488 23.4102 -0.0032 0.0026 0.0058
O 0.2206 10.3403 23.5952 -0.0017 0.0023 0.0064
Si 4.3989 1.5696 22.4844 0.0007 -0.0003 -0.0062
Si 3.5144 7.9481 13.9824 0.0008 -0.0006 0.0016
Si 7.1366 0.9782 14.6291 -0.0007 0.0002 0.0009
Si 0.9388 9.3577 22.5378 -0.0014 0.0013 -0.0057
Si 1.1777 4.3307 11.8601 0.0027 -0.0047 0.004
Si 6.2739 8.978 15.2924 0.0001 0.0004 -0.0001
Si 0.7066 1.3748 12.2686 -0.0002 -0.0005 0.0004
Si 8.6317 4.9571 20.5124 0.0013 -0.0015 -0.0032
Si 0.2986 5.7165 9.3431 0.0027 0.0161 0.0148
Si 5.1068 3.1199 17.9233 0.0006 0.0004 -0.0001
Si 0.8747 3.7401 16.701 0.0008 0 -0.0002
Si 10.4079 2.849 19.2049 0.0002 -0.0005 -0.0015
Si 5.2294 1.1922 10.3292 0.0013 0.0037 0.0066
Si 0.892 0.177 19.8514 -0.0015 0.0016 -0.0026
Si 6.6904 9.4977 10.7469 -0.0014 -0.0028 0.0073
Si 9.3543 9.6828 18.3041 -0.0006 -0.0005 -0.0002
Si 9.4074 9.2733 12.5339 0.0031 -0.0006 0.0034
Si 6.5788 3.8453 22.6002 -0.0004 0.0002 -0.0049
Si 2.434 8.0705 9.3535 0.0022 0.0003 0.0039
Si 10.607 7.3764 17.046 -0.0001 -0.0002 -0.0001
Si 2.5247 6.2936 16.521 0.0001 -0.0001 0.0005
Si 10.166 4.4912 14.146 -0.0008 0.0002 0.0005
Si 6.1477 9.1899 18.493 0.0006 -0.0005 0.0003
Si 7.9389 2.5459 9.4906 0.0004 0.0005 0.0033
Si 8.8979 2.1327 12.3839 0.0016 -0.0015 0.0028
Si 5.3487 6.2471 18.0361 -0.0002 0.0004 0
Si 3.9365 0.5624 19.4733 0.0007 -0.0007 -0.0037
Si 4.2711 3.8651 12.0291 0.001 0.0012 0.0019
Si 5.5746 6.6424 12.0444 -0.0005 -0.0021 0.0016
Si 8.0203 2.5042 17.1991 -0.0001 0.0003 -0.0002
Si 4.3688 2.4999 14.9358 0.0008 -0.0009 0.0002
Si 1.5603 1.2121 15.2277 0.0003 -0.0005 0.0005
Si 1.5941 9.4262 12.012 -0.0027 0.0036 0.0033
Si 8.0649 6.8714 13.8239 -0.0002 -0.0002 0.0003
Si 10.3886 9.8493 15.4572 0.0004 -0.0002 0.0009
Si 9.8101 7.0108 22.5718 0.0001 0.0001 -0.0052
Si 8.1271 5.494 17.4081 -0.0002 0.0003 -0.0017
O 6.09 7.9765 11.1673 0.0013 0.002 -0.0008
O 6.0352 9.2121 16.8768 0 -0.0001 -0.0003
O 7.7103 1.36 13.1616 0.0011 0.0009 -0.0021
O 0.9087 1.7511 13.8453 -0.0004 0.0003 -0.0011
O 9.4559 6.2474 16.8747 -0.0001 -0.0001 0.0004
O 6.7894 6.2479 13.0534 -0.0012 0.0007 -0.0009
O 5.1485 4.662 18.5841 0.0001 -0.0002 -0.0001
O 9.2308 2.1516 18.2606 0.0007 0.0001 0.0004
O 2.379 0.0985 19.092 0 0 0.0007
O 9.4281 10.2445 16.7479 0.0003 0.0002 -0.0001
O 2.7857 4.4803 11.7057 -0.0013 0.0006 -0.0011
O 5.0792 10.3284 19.0945 -0.0008 0.001 0.0003
O 9.4219 3.2632 13.4092 -0.0004 -0.0004 -0.0003
O 0.4618 1.7691 19.9411 0.0005 -0.0003 -0.0002
O 3.1766 1.3623 15.0333 -0.0001 0.0001 0.0003
O 8.1706 5.3988 19.0252 0.0003 -0.0002 0.0021
O 3.9064 6.5828 17.3445 -0.0002 -0.0001 -0.0002
O 4.5682 3.2801 16.3744 -0.0002 -0.0003 -0.0003
O 9.0521 5.6697 14.2938 0.0006 -0.0001 0.0001
O 5.4593 2.7587 22.1433 0.0001 0.0002 0.0009
O 10.6486 4.1096 15.6448 -0.0005 0.0002 -0.0011
O 0.3407 3.8625 18.2426 -0.0002 -0.0001 0.0003
O 10.4359 10.5145 19.2103 0.0013 0.0004 0.0005
O 9.6475 10.0486 14.0064 -0.0007 -0.0003 -0.0012
O 10.903 8.1235 22.1001 -0.0002 -0.0002 0.001
O 1.2153 2.1613 16.5027 0.0001 -0.0002 -0.0002
O 9.7423 3.7592 20.3899 -0.001 0.0015 0.0009
O 8.1389 4.0402 16.6883 0.0002 0.0001 0.0006
O -0.0198 9.1321 11.8877 0.0011 -0.0004 -0.0001
O 6.5874 2.4059 17.9794 -0.0001 -0.0001 0
O 5.6019 10.7211 11.1453 -0.0006 0.0024 -0.0002
O 7.7631 9.5889 18.8229 0 0.0001 -0.0003
O 10.0628 1.0147 12.0374 -0.0005 -0.0001 -0.0002
O 1.3653 6.8962 9.0694 0.0062 0.0086 0
O 0.6269 4.7803 13.3396 0.0008 0.0008 -0.0011
O 5.7002 7.6285 18.9549 0.0001 0.0002 -0.0007
O 5.2386 5.1032 11.4882 -0.0002 -0.0012 0.0002
O 2.7475 6.9745 15.0581 0.0002 0.0007 -0.0007
O 0.9367 2.7582 11.4548 0.0004 0.0022 -0.0018
O 0.8768 10.6867 15.5283 0.0001 0.0005 -0.0001
O 2.419 8.579 10.8993 0.0025 -0.0027 -0.0094
O 4.655 2.4308 11.2908 0.0003 -0.0035 -0.0025
O 4.247 3.5496 13.6713 -0.0005 0.001 -0.0015
O 2.1812 4.6911 16.4335 -0.0001 -0.0002 0.0002
O 10.6991 8.2575 15.667 0.0001 0.0004 0
O 6.9286 10.3138 14.6588 0.0002 0.0003 0.0002
O 2.3565 8.9713 13.4062 -0.001 0.0005 -0.0011
O 8.0509 1.5389 15.8788 0 -0.0004 -0.0006
O 4.177 7.0603 12.7913 0.0009 -0.0002 -0.0005
O 4.188 2.0153 18.7249 -0.0004 -0.0006 0.0008
O 7.3049 4.4093 21.2673 -0.0019 -0.0012 0.0029
O 8.4379 2.8604 11.0153 -0.0012 0.0004 -0.0059
O 1.205 6.887 17.3103 0.0003 0 -0.0002
O 5.6832 1.6252 14.7208 -0.0003 0 0.0006
O 8.1529 9.7675 11.552 -0.0034 -0.0001 -0.0022
O 9.212 6.2843 21.2477 0.0014 0.0022 0.0028
O 9.0049 7.7383 12.8495 0.0008 0.0009 -0.0006
O 1.6902 0.134 11.8591 0.0006 -0.001 0.0002
O 6.6673 6.1631 17.0494 0.0004 0.0001 0.0003
O 7.3956 7.8099 15.0037 0.0006 -0.0006 -0.0004
O 1.2066 10.2982 21.2334 0 -0.0028 0.0042
O 10.0525 8.2066 18.3283 0.0002 0.0002 0
O 3.9698 0.8521 21.0859 0.0008 0.0016 0.0048
O 0.3094 5.3338 10.9183 -0.0023 0.0032 0.0019
O 6.5944 1.656 9.5937 0.0001 -0.0007 -0.0012
O 4.7799 8.7263 14.6752 -0.0006 0 -0.0001

Results
free energy: -135250.733 eV
free energy less fixed offsets of B -154.04, O -568.88, Si -635.61 eV per atom: 3.027 eV

The program warned: the cutoff lies below the one the program advises for these potential files; the forces do not sum to zero within the program's tolerance; the exchange-correlation potential is rough where the density is thin.
